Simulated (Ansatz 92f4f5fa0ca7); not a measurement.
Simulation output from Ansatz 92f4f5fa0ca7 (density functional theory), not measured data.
Periodic cell of 244 atoms, Si164O80, from a study of silicon, its oxide and their interface. The atomic structure is a simulated model.
Doubt: the cutoff is far below the 930 eV that the study's wrapper takes by default for these files, so forces and energies are approximate.
This geometry differs little from another in the collection (a relaxation step or a small displacement).

Settings: functional PBE; potential files Ansatz PAW; basis plane waves; wave-function cutoff 580 eV; density cutoff ratio 5; exchange-correlation grid ratio 1; k mesh 1 x 1 x 1, Gamma-centred; self-consistency stop 5e-08 eV per atom in the density residual; occupations fixed; spin none; net charge 0.

Cell vectors (angstrom)
a	10.938	0	0
b	0	10.938	0
c	0	0	37.2027

Atoms and the computed forces on them: element, x, y, z (angstrom), force x, y, z (eV/angstrom)
Si	0	0	0.683	0.0007	0.0563	0.0063
Si	5.469	0	0.683	-0.0244	0.0268	0.0048
Si	2.7345	2.7345	0.683	0.0152	0.0303	-0.0306
Si	8.2035	2.7345	0.683	0.0165	0.046	-0.0257
Si	0	5.469	0.683	0.0306	0.0185	-0.009
Si	5.469	5.469	0.683	0.0181	0.0602	0.0115
Si	2.7345	8.2035	0.683	0.0375	0.0767	-0.0148
Si	8.2035	8.2035	0.683	-0.0238	0.0497	-0.027
Si	1.3673	1.3673	2.0503	-0.0876	0.1208	-0.0979
Si	6.8362	1.3673	2.0503	-0.045	0.0279	-0.0117
Si	4.1018	4.1018	2.0503	-0.1307	-0.075	0.052
Si	9.5708	4.1018	2.0503	-0.0483	-0.1328	-0.2047
Si	1.3673	6.8362	2.0503	-0.037	-0.021	-0.0327
Si	6.8362	6.8362	2.0503	-0.0925	0.1647	-0.0781
Si	4.1018	9.5708	2.0503	-0.0676	-0.1485	-0.1648
Si	9.5708	9.5708	2.0503	-0.1643	-0.0327	0.0725
Si	2.7345	0	35.1512	0.0249	0.0736	0.0154
Si	8.2035	0	35.1512	0.0392	-0.028	-0.0849
Si	0	2.7345	35.1512	0.1252	0.0433	-0.1587
Si	5.469	2.7345	35.1512	0.0969	-0.0341	0.1954
Si	2.7345	5.469	35.1512	0.0703	0.0055	-0.065
Si	8.2035	5.469	35.1512	0.1147	-0.0096	0.0404
Si	0	8.2035	35.1512	0.166	0.0215	0.1692
Si	5.469	8.2035	35.1512	0.1359	0.0457	-0.1307
Si	4.1018	1.3673	36.5185	0.0198	-0.0585	0.0067
Si	9.5708	1.3673	36.5185	-0.0192	-0.0604	-0.02
Si	1.3673	4.1018	36.5185	-0.004	-0.0206	0.0032
Si	6.8362	4.1018	36.5185	-0.0268	-0.0466	0.0049
Si	4.1018	6.8362	36.5185	-0.0433	-0.0477	-0.0151
Si	9.5708	6.8362	36.5185	-0.0136	-0.0296	0.0027
Si	1.3673	9.5708	36.5185	0.0115	-0.0889	0.0107
Si	6.8362	9.5708	36.5185	0.0126	-0.0253	0.0081
Si	-0.2742	0.3509	26.9456	-0.0136	0.0161	0.0062
Si	5.7496	-0.4079	27.2051	-0.047	-0.0094	-0.0482
Si	2.5867	3.0446	26.9662	0.0132	-0.0122	0.0442
Si	8.878	2.1145	26.8766	0.01	-0.0158	0.0136
Si	0.388	5.3041	26.9388	-0.0202	0.035	0.0428
Si	5.1228	6.1647	27.1159	-0.0115	0.0467	0.0284
Si	3.4513	7.8573	27.1895	0.0127	-0.0089	-0.0126
Si	8.0538	8.416	27.061	0.0175	0.0095	0.0431
Si	1.4404	1.3828	28.2415	0.0113	-0.0151	0.0079
Si	6.9936	1.3417	28.1837	0.0091	0.0669	0.023
Si	4.1969	4.2416	28.2236	0.0163	-0.0284	0.0093
Si	9.7112	4.01	28.1566	-0.0327	0.0081	0.0066
Si	1.5568	6.8875	28.2646	-0.0048	-0.0059	0.0028
Si	6.9091	6.8914	28.4499	0.0077	-0.0413	-0.0027
Si	4.3132	9.4482	28.6875	-0.0187	-0.0196	0.0663
Si	9.6487	9.6402	28.3078	-0.0212	-0.0074	-0.0148
Si	2.796	0.0109	29.6653	0.0103	0.0067	-0.0073
Si	8.2471	-0.0009	29.7127	0.0185	-0.008	0.0168
Si	0.1022	2.7352	29.6688	0	-0.0124	0.0119
Si	5.5857	2.7751	29.5198	-0.0064	0.0011	-0.0045
Si	2.8271	5.4976	29.7138	0.0022	0.0256	0.0112
Si	8.3126	5.3814	29.5753	-0.0065	0.0098	-0.0039
Si	0.1072	8.2302	29.5966	0.0018	-0.0078	0.0219
Si	5.6535	8.1349	30.0102	-0.0251	0.0315	-0.0079
Si	4.1932	1.4185	30.9586	-0.0055	-0.0043	0.0043
Si	9.6348	1.3839	31.0338	-0.0083	0.0072	0.0031
Si	1.436	4.1145	31.0461	0.0053	-0.013	0.01
Si	6.9091	4.0888	30.9952	0.0009	-0.0048	-0.003
Si	4.1566	6.7887	31.1768	-0.0046	-0.0132	-0.006
Si	9.658	6.8137	30.949	0.0006	0.0062	0.0055
Si	1.4192	9.588	31.038	-0.0063	-0.0063	0.0101
Si	6.966	9.6171	31.1977	-0.0009	-0.0089	0.0026
Si	0.0386	0.004	32.4076	0.0038	-0.0041	0.01
Si	5.5007	0.0484	32.4246	-0.0048	0.0003	0.0037
Si	2.8044	2.736	32.3868	-0.0081	-0.0047	0.009
Si	8.2498	2.7355	32.3964	0.0031	-0.0044	0.0078
Si	0.0451	5.4753	32.3938	-0.0034	0.0095	0.0087
Si	5.5396	5.4087	32.4482	-0.0036	0.0081	0.0036
Si	2.7642	8.2162	32.4359	-0.0049	0.0011	0.0067
Si	8.3202	8.1684	32.4293	0.004	0.0026	0.0074
Si	1.3998	1.3825	33.7657	0.0038	0.0013	0.0046
Si	6.8633	1.401	33.7871	0.0037	0.0013	0.0065
Si	4.1251	4.0934	33.7971	-0.0006	0.0017	0.0046
Si	9.5897	4.1205	33.7703	0.0001	-0.0006	0.0042
Si	1.3799	6.8526	33.7844	-0.002	-0.0012	0.0058
Si	6.8719	6.8421	33.7784	0.002	-0.0026	0.0059
Si	4.1218	9.5985	33.7833	0.0021	0.005	0.0067
Si	9.6157	9.5818	33.7937	-0.0008	-0.0034	0.0044
Si	2.7107	-0.0193	3.3859	-0.0033	-0.0053	-0.0042
Si	8.172	-0.0093	3.4274	0.0021	0.0019	-0.0028
Si	-0.0262	2.7255	3.4149	-0.0008	-0.0008	0.0004
Si	5.4571	2.7268	3.4237	-0.0007	0.0016	-0.006
Si	2.7062	5.453	3.4223	-0.0003	0.0012	0.0004
Si	8.1921	5.4597	3.3817	-0.0025	0.0017	-0.0001
Si	-0.0245	8.1818	3.4159	-0.001	0.0014	-0.0038
Si	5.4398	8.1949	3.4192	0.0007	-0.0019	-0.0006
Si	4.0575	1.332	4.7488	0.0081	0.0064	-0.0003
Si	9.5322	1.3729	4.7822	0.0005	-0.0001	0.0012
Si	1.2815	4.1285	4.7927	0.0005	0	-0.0029
Si	6.8129	4.1497	4.7533	0.0007	-0.0076	0.0056
Si	4.0696	6.8205	4.781	0.0016	-0.0006	0.0053
Si	9.5267	6.8013	4.7684	0.0032	0.0057	-0.002
Si	1.3215	9.5852	4.7477	-0.0007	-0.0049	0.0023
Si	6.7504	9.5966	4.7967	-0.0022	-0.0043	-0.0056
Si	-0.0703	-0.0354	6.1375	0.0017	0.0029	0.0019
Si	5.3655	0.0074	6.2159	-0.0034	-0.0124	-0.0044
Si	2.6407	2.6822	6.0419	-0.0071	-0.0007	0.0042
Si	8.1814	2.8066	6.101	-0.0111	-0.0104	0.0012
Si	-0.0857	5.4818	6.2312	0.0014	-0.0043	-0.0087
Si	5.4443	5.4721	6.165	0.0015	0.0127	-0.0038
Si	2.6802	8.2165	6.0865	0.0099	0.0075	0.0056
Si	8.0971	8.147	6.0641	-0.0038	0.0029	0.0067
Si	1.307	1.3516	7.4724	0.0016	-0.0052	0.0076
Si	6.7623	1.5094	7.4334	0.0099	0.0351	0.0009
Si	4.0254	4.0054	7.3637	-0.0018	0.0042	0.0071
Si	9.4663	4.1026	7.6287	-0.0064	0.0026	0.008
Si	1.295	6.9472	7.5009	0.0062	0.0039	-0.005
Si	6.7696	6.899	7.5734	0.0017	-0.0096	-0.0056
Si	3.9628	9.5101	7.578	-0.0133	-0.0123	-0.0055
Si	9.4452	9.4719	7.4079	-0.001	-0.004	-0.0001
Si	2.5462	-0.0499	8.913	0.0183	0.0138	0.0186
Si	8.0667	-0.0136	8.6162	0.003	-0.004	0.0139
Si	-0.0559	2.6449	8.9102	-0.0045	0.0003	-0.0025
Si	5.3423	2.7768	8.8821	0.0103	0.0016	-0.0158
Si	2.7268	5.4666	8.6231	0.002	-0.0084	0.001
Si	8.0493	5.5154	9.0111	0.0088	0.0041	-0.0075
Si	-0.1465	8.2404	8.937	0.0075	0.0214	0.0055
Si	5.3625	8.203	9.0266	0.005	0.0185	0.0078
Si	4.3971	0.8937	10.0429	-0.0097	-0.0511	0.0202
Si	9.7676	0.8569	9.9971	0.0404	-0.0214	0.0045
Si	1.2029	4.3391	10.0083	0.007	-0.0162	-0.0085
Si	6.1775	4.6296	10.1643	-0.0101	0.0001	0.0081
Si	4.3826	6.2946	10.096	0.0177	-0.0126	-0.0046
Si	9.7679	6.5572	10.3241	-0.0303	0.0098	-0.0171
Si	0.6265	10.0943	10.1871	-0.0453	0.0205	-0.0238
Si	6.261	10.2064	10.0024	-0.0338	0.0211	-0.0004
O	10.8772	5.3467	10.3134	0.0036	-0.0104	0.0053
O	3.6222	-4.4987	11.5817	-0.0106	0.0099	0.0063
O	8.9683	12.1591	11.4207	-0.0304	-0.0059	0.0065
O	0.7683	9.658	11.7997	0.0043	0.0246	0.0452
O	6.2965	4.7855	17.3213	-0.001	0.0018	0.0001
O	3.9563	12.021	11.6252	-0.0001	-0.0012	0.0498
O	12.9558	4.2295	11.4617	0.0027	0.0055	0.0071
O	-4.0706	10.4006	11.566	0.0144	0.004	0.0094
O	13.1962	-0.9733	25.0569	0.0094	0.0201	-0.0151
O	5.6805	6.1962	25.5438	0.0083	-0.013	-0.0137
O	6.9068	9.5107	26.5753	0.0498	-0.0245	-0.0312
O	1.4637	4.1477	26.4346	0.0154	-0.0159	-0.0364
O	10.7637	6.0709	25.5939	-0.0049	0.0015	-0.009
O	3.2692	2.3604	25.6278	0.0051	0.0024	-0.0138
O	5.8576	13.1491	24.7833	0.0011	0.008	0.0095
O	8.4676	2.4437	25.2905	-0.01	0.011	-0.0105
Si	6.1822	1.4548	17.2473	-0.004	0.0079	0.0034
Si	3.5405	6.0951	19.1078	-0.0026	-0.0024	0.0036
Si	8.946	4.5982	19.9833	-0.0012	0.0049	0.0056
Si	-0.337	6.4318	13.1926	0.0008	0.001	-0.0021
Si	9.1625	11.8458	14.4781	-0.0114	0.0089	-0.0086
Si	2.8939	8.4117	17.0549	-0.0029	-0.0037	0.0028
Si	7.2503	13.428	21.1855	-0.006	-0.0038	0.0066
Si	6.5992	3.7288	12.2974	-0.0045	-0.0307	0.0073
Si	7.2875	13.7754	24.2454	0.0001	0.005	0.0015
Si	1.9823	1.1752	20.3754	-0.0029	-0.0046	-0.0019
Si	8.275	9.7013	21.8419	0.0041	0.0022	-0.003
Si	3.7489	9.4245	25.4353	0.0177	-0.0156	0.0243
Si	4.5595	12.1789	21.8719	0.0005	0.0034	0.0049
Si	12.8248	0.2157	17.4823	-0.0051	0.0079	0.0095
Si	11.397	3.4132	21.4038	-0.004	-0.0059	-0.0023
Si	16.4815	9.3841	22.8722	-0.0088	0	0.0084
Si	4.3221	2.7201	24.4498	-0.0012	-0.0124	-0.008
Si	-3.1769	4.0872	17.098	0.0032	0.0035	0.0003
Si	0.6302	-0.7938	25.0067	0.0176	-0.0179	-0.0055
Si	4.576	6.8734	21.7589	0.0117	-0.0043	0.0048
Si	4.8426	4.0221	17.3022	-0.0039	-0.0027	-0.0032
Si	7.8846	0.1691	19.3297	-0.0036	0.0037	0.0101
Si	9.9737	7.295	24.8581	0.0017	0.0193	-0.023
Si	2.4641	5.5592	12.3473	0.0044	0.0108	0.0065
Si	9.8748	7.0716	21.7851	-0.0084	-0.0013	0.0134
Si	0.4486	8.3766	15.4238	0.0029	-0.0021	-0.0005
Si	-1.8587	3.9916	14.2845	-0.0043	-0.0008	0.0056
Si	7.5284	11.7894	12.1295	-0.0201	0.0087	-0.0279
Si	0.763	10.4552	13.2328	0.0158	0.0303	-0.0415
Si	5.6952	5.3206	24.181	0.0095	0.0032	-0.0068
Si	12.6358	6.1345	21.4583	-0.0057	0.0033	-0.0039
Si	15.0332	3.9217	14.2112	0.0009	0.0036	0.0054
Si	4.1937	-0.2174	15.6342	0.0043	0.0055	-0.005
Si	9.9336	10.515	17.0251	0.0053	0.0083	0.0043
Si	3.3698	1.0335	13.1277	-0.028	0.0092	-0.0461
Si	10.7152	11.637	22.3376	0.0049	-0.008	0.014
O	10.3538	9.0034	16.5445	-0.0051	0.0149	0.0049
O	9.1973	-0.3434	18.4865	0.002	-0.0004	-0.01
O	-0.6351	4.9338	13.7712	0.0022	0.0023	0.0012
O	2.0507	12.0889	18.7724	0.0018	-0.0095	-0.001
O	9.5774	6.7436	23.3675	0.0011	-0.0044	-0.0109
O	3.8035	2.0693	23.0555	-0.0034	-0.0041	-0.0018
O	4.9672	8.4525	21.6593	-0.0046	-0.0014	-0.0007
O	1.7918	2.7427	20.761	-0.002	-0.0022	0.0077
O	6.6014	0.3519	18.3587	0.0046	-0.0044	0.0053
O	4.0638	9.1568	16.1496	0.0014	-0.0003	-0.0009
O	3.5697	2.4366	13.8915	-0.0056	-0.0146	-0.0128
O	4.6245	10.7284	25.9943	-0.0291	0.0096	-0.0083
O	2.101	5.9587	19.8776	0.0002	-0.0016	0.0044
O	15.6001	8.9072	24.1667	0.0026	0.0138	0.0019
O	9.2617	8.5085	21.4451	-0.0037	-0.0027	0.006
O	16.5803	2.1799	21.0676	0.0046	-0.0003	0.0013
O	4.7087	6.2741	20.2447	-0.0018	-0.0014	-0.002
O	-2.48	4.5597	15.6949	-0.0031	0.0001	0.0066
O	10.8998	8.6519	24.7809	-0.0135	-0.0084	0.0147
O	10.3005	3.725	20.2377	-0.0043	0.0055	0.0057
O	1.7622	11.7208	13.0838	0.0231	-0.0402	-0.0003
O	3.7896	15.6588	18.2992	-0.0017	0.0047	0.0017
O	7.1874	9.2541	22.9915	0.0016	0.0021	0.0016
O	9.5841	6.8768	11.9588	0.0147	0.0004	0.0412
O	3.5744	7.3453	18.0632	-0.0037	-0.0007	0.0022
O	8.9289	11.1857	15.9415	0.0046	-0.0078	0.0152
O	1.1942	6.5291	12.6359	-0.0156	-0.006	-0.0039
O	2.1431	9.5932	17.9148	-0.0036	0.0039	0.0037
O	9.2171	6.0435	20.6971	-0.0035	-0.0119	-0.0025
O	8.7013	4.5603	18.3584	-0.0003	0.0013	0.0067
O	5.3423	10.9517	22.5582	-0.0031	-0.0093	0.0082
O	11.4816	18.204	21.5681	0.0042	-0.0039	0.004
O	13.9714	6.6081	22.2741	-0.003	-0.0029	0.009
O	6.5176	2.1211	11.9131	0.0276	0.0319	0.003
O	8.0216	4.0231	13.0412	-0.0007	0.002	0.0033
O	7.6026	4.0111	20.7239	0.0001	0.0007	0.0024
O	4.0857	-0.1546	14.0032	-0.0091	0.0008	0.0054
O	9.2328	10.9625	22.252	-0.0079	-0.0058	0.0093
O	11.3684	0.1527	23.7065	-0.0015	-0.0072	0.0264
O	7.4562	-0.9056	20.4678	-0.0036	0.002	-0.0043
O	3.0138	5.048	13.7779	0.005	-0.0089	0.002
O	4.3885	-6.6005	24.239	0.0005	0.0022	0.015
O	-0.7099	10.9893	13.6122	0.0284	0.0007	0.0091
O	10.465	7.427	14.4787	0.0133	0.0081	0.0038
O	5.4772	4.1705	13.3944	0.0057	-0.009	-0.0092
O	0.3608	0.4649	16.9801	-0.0058	-0.0114	0.005
O	11.6715	0.3249	21.0401	0.0089	0.0034	-0.0091
O	9.6195	2.4731	14.5434	-0.0005	-0.0115	-0.0035
O	5.5899	0.5528	16.0188	0.0012	-0.0027	0.0035
O	-5.9257	2.4663	17.7834	-0.0012	-0.0014	0.0025
O	7.0894	4.4602	24.1478	-0.0083	-0.0061	0.0159
O	7.7311	11.6672	13.7313	0.0196	0.0067	0.0123
O	2.9446	0.617	16.3118	-0.0122	-0.0006	0.0108
O	11.9484	4.783	22.1011	-0.0014	-0.0022	0.0078
O	1.7211	7.6529	16.175	0.0006	0.0022	-0.0019
O	7.6567	2.2779	22.7584	0.002	-0.0032	0
O	1.2008	9.4809	14.464	-0.0121	-0.0103	0.0058
O	7.4729	2.4539	16.9494	0.0003	-0.0009	0.0023
O	19.5649	-3.2804	25.7089	0.0048	-0.0064	-0.0047
O	5.6192	6.1999	22.8171	-0.0104	0.0041	0.0039
O	8.1351	12.5148	20.1415	-0.005	-0.0053	-0.0025
O	10.6923	13.2832	22.4367	0.0015	0.007	0.0061
O	4.2762	4.0893	15.7956	0.0015	-0.0011	0.0034
O	3.4243	0.6382	20.8932	-0.0121	-0.0003	0.0015

Results
free energy: -149754.403 eV
free energy less fixed offsets of O -568.88, Si -635.61 eV per atom: -3.963 eV

The program warned: the cutoff lies below the one the program advises for these potential files; the exchange-correlation potential is rough where the density is thin.
